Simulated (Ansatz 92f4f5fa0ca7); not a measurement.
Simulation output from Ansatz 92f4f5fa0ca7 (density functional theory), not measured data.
Periodic cell of 212 atoms, Si132O80, from a study of silicon, its oxide and their interface. The atomic structure is a simulated model.
Doubt: the cutoff is far below the 930 eV that the study's wrapper takes by default for these files, so forces and energies are approximate.
This geometry differs little from another in the collection (a relaxation step or a small displacement).

Settings
functional: PBE
potential files: Ansatz PAW
basis: plane waves
wave-function cutoff: 580 eV
density cutoff ratio: 5
exchange-correlation grid ratio: 1
k mesh: 1 x 1 x 1, Gamma-centred
self-consistency stop: 5e-08 eV per atom in the density residual
occupations: fixed
spin: none
net charge: 0

Cell vectors (angstrom)
a, 10.938, 0, 0
b, 0, 10.938, 0
c, 0, 0, 31.1496

Atoms: element, x, y, z (angstrom)
Si, -0.5003, 0.3034, 23.7782
Si, 6.1368, -0.4357, 23.5676
Si, 2.2367, 3.2496, 23.8528
Si, 8.8007, 2.1641, 23.8881
Si, 0.4268, 4.8605, 23.9785
Si, 5.0826, 6.0011, 23.622
Si, 3.3069, 7.7239, 23.7448
Si, 7.897, 8.7472, 23.7499
Si, 1.3652, 1.3107, 24.901
Si, 6.9039, 1.3034, 24.9874
Si, 4.141, 4.1755, 24.9038
Si, 9.5916, 3.9792, 25.1629
Si, 1.4401, 6.7975, 24.949
Si, 6.8689, 6.9028, 24.8963
Si, 4.2715, 9.5682, 24.8603
Si, 9.5334, 9.6169, 25.1913
Si, 2.795, -0.0411, 26.258
Si, 8.1726, 0.0241, 26.4876
Si, 0.0732, 2.6365, 26.4358
Si, 5.4814, 2.7338, 26.2803
Si, 2.7664, 5.4534, 26.3827
Si, 8.1849, 5.4801, 26.3253
Si, 0.043, 8.1661, 26.34
Si, 5.5157, 8.2042, 26.3623
Si, 4.1018, 1.3673, 27.7313
Si, 9.5708, 1.3673, 27.7313
Si, 1.3673, 4.1018, 27.7313
Si, 6.8362, 4.1018, 27.7313
Si, 4.1018, 6.8362, 27.7313
Si, 9.5708, 6.8362, 27.7313
Si, 1.3673, 9.5708, 27.7313
Si, 6.8362, 9.5708, 27.7313
Si, 0, 0, 29.0986
Si, 5.469, 0, 29.0986
Si, 2.7345, 2.7345, 29.0986
Si, 8.2035, 2.7345, 29.0986
Si, 0, 5.469, 29.0986
Si, 5.469, 5.469, 29.0986
Si, 2.7345, 8.2035, 29.0986
Si, 8.2035, 8.2035, 29.0986
Si, 1.3673, 1.3673, 30.4658
Si, 6.8362, 1.3673, 30.4658
Si, 4.1018, 4.1018, 30.4658
Si, 9.5708, 4.1018, 30.4658
Si, 1.3673, 6.8362, 30.4658
Si, 6.8362, 6.8362, 30.4658
Si, 4.1018, 9.5708, 30.4658
Si, 9.5708, 9.5708, 30.4658
Si, 2.7345, 0, 0.6835
Si, 8.2035, 0, 0.6835
Si, 0, 2.7345, 0.6835
Si, 5.469, 2.7345, 0.6835
Si, 2.7345, 5.469, 0.6835
Si, 8.2035, 5.469, 0.6835
Si, 0, 8.2035, 0.6835
Si, 5.469, 8.2035, 0.6835
Si, 4.1018, 1.3673, 2.0507
Si, 9.5708, 1.3673, 2.0507
Si, 1.3673, 4.1018, 2.0507
Si, 6.8362, 4.1018, 2.0507
Si, 4.1018, 6.8362, 2.0507
Si, 9.5708, 6.8362, 2.0507
Si, 1.3673, 9.5708, 2.0507
Si, 6.8362, 9.5708, 2.0507
Si, 0, 0, 3.418
Si, 5.469, 0, 3.418
Si, 2.7345, 2.7345, 3.418
Si, 8.2035, 2.7345, 3.418
Si, 0, 5.469, 3.418
Si, 5.469, 5.469, 3.418
Si, 2.7345, 8.2035, 3.418
Si, 8.2035, 8.2035, 3.418
Si, 1.3815, 1.3544, 4.7414
Si, 6.8055, 1.4155, 4.8578
Si, 4.0727, 4.1257, 4.7514
Si, 9.5714, 4.1284, 4.865
Si, 1.3549, 6.8163, 4.8326
Si, 6.8277, 6.8455, 4.7406
Si, 4.0579, 9.5917, 4.8375
Si, 9.4726, 9.658, 4.6902
Si, 2.6906, 0.0417, 6.2328
Si, 8.1345, -0.014, 6.2108
Si, 0.0599, 2.696, 6.1469
Si, 5.4641, 2.8798, 6.1995
Si, 2.6634, 5.3336, 6.2224
Si, 8.1979, 5.5865, 6.2224
Si, -0.084, 8.3177, 5.9867
Si, 5.3947, 8.1298, 6.1186
Si, 3.7647, 1.7964, 7.4199
Si, 10.0067, 0.9406, 7.3218
Si, 1.8462, 3.4404, 7.5469
Si, 6.3317, 4.7954, 7.4335
Si, 4.4366, 6.337, 7.3617
Si, 9.0339, 7.5683, 7.2765
Si, 0.7308, 10.0961, 7.294
Si, 7.1281, 9.0734, 7.3716
O, 0.6973, 9.5082, 8.8672
O, 1.261, 3.6153, 9.0913
O, 9.7218, 1.4171, 8.9011
O, 6.6062, 9.1955, 8.9521
O, 4.5184, 1.1808, 8.7801
O, 3.8256, 6.6042, 8.8895
O, 6.7365, 4.8446, 9.0829
O, 9.5281, 7.6853, 8.8793
O, 2.2648, 3.2278, 22.1555
O, 5.9928, 11.0728, 21.9898
O, 8.4166, 2.6926, 22.3725
O, 0.0047, 4.6734, 22.3417
O, 8.6992, 8.4765, 22.2981
O, 2.8591, 8.1918, 22.2029
O, 5.6261, 5.7103, 22.0645
O, 10.5681, 10.4476, 22.2928
Si, 1.3309, 4.3654, 21.4072
Si, 1.4667, 3.7072, 15.6703
Si, 8.7426, 0.7123, 9.9999
Si, 6.1729, 0.8367, 20.5221
Si, 0.3058, 13.3975, 19.3412
Si, 4.0371, 6.7489, 10.5004
Si, 10.0641, 9.0518, 21.5735
Si, 3.5895, 7.5806, 18.985
Si, 8.586, 5.4705, 19.3777
Si, 5.0584, 14.0838, 19.0603
Si, 0.1015, 10.5927, 14.5444
Si, 6.0512, 9.2284, 10.4896
Si, -2.5286, 1.9654, 12.9535
Si, 4.779, 10.2698, 18.1162
Si, 8.2251, 0.1495, 15.3356
Si, 6.081, 3.6334, 14.0016
Si, 12.7321, 7.3956, 21.249
Si, -3.8099, 8.7133, 16.693
Si, 0.4392, 2.3392, 13.2032
Si, 5.8706, 6.6275, 14.8446
Si, 3.1022, 6.3766, 16.2476
Si, 6.9684, 13.3987, 16.555
Si, 1.3665, 3.7741, 10.7111
Si, 7.8758, 5.0983, 10.2083
Si, 1.0664, 6.8228, 11.5412
Si, 7.4523, 7.4626, 12.354
Si, 8.767, 2.5244, 20.8042
Si, 2.7291, 12.7127, 17.7684
Si, 5.6582, 5.9036, 20.4427
Si, 5.6392, 1.1829, 9.9704
Si, 4.4568, 3.7699, 11.48
Si, -0.6295, 7.8707, 13.6965
Si, -0.5738, 8.8593, 9.6859
Si, -1.3122, 3.8324, 17.0579
Si, 0.5409, 8.3173, 16.277
Si, -1.3874, 8.2385, 18.7765
O, 4.727, 3.6389, 13.0908
O, 9.3153, -0.8564, 10.0836
O, 1.8879, 7.4363, 16.2194
O, 1.3449, 3.3871, 14.0733
O, 8.1421, 8.5027, 17.9655
O, 5.0408, 4.6145, 19.6994
O, 0.8509, 5.2728, 11.0949
O, 2.1116, 5.7964, 21.448
O, -0.0178, 4.2413, 16.1547
O, 4.7041, 5.3499, 11.0692
O, -1.3528, 6.7691, 19.5409
O, 6.2388, 7.3815, 13.442
O, 3.6253, 3.0129, 18.3218
O, 5.7839, 9.58, 17.036
O, 8.8955, 7.3734, 13.0804
O, 5.4163, 2.6109, 10.7734
O, 11.2423, 7.9046, 21.6716
O, 6.2803, 13.8451, 17.9695
O, -3.679, 8.8646, 11.5406
O, 0.6253, 2.6185, 11.605
O, 7.4286, 11.8293, 16.5663
O, -0.7207, 2.7237, 18.1018
O, 5.9213, 2.6627, 15.3092
O, 10.2745, 1.9029, 20.542
O, 4.7645, 7.2097, 20.057
O, 5.4242, -0.2188, 10.8231
O, 5.1735, 2.1173, 20.3295
O, 9.8424, 11.2625, 15.449
O, -3.1381, 11.6902, 13.8787
O, 3.7144, 6.5049, 17.7604
O, 9.1911, 4.3222, 10.2569
O, 7.387, 6.2241, 11.2621
O, 0.9626, 14.8129, 19.8957
O, 3.7936, 11.4735, 17.5449
O, -3.0741, 9.5069, 15.4638
O, 2.1044, 7.6106, 19.6717
O, 7.3075, 3.1749, 13.0068
O, 8.3707, 3.2356, 16.2025
O, -2.0289, 16.0221, 17.8213
O, 0.6379, 7.0017, 13.1115
O, 8.7162, 4.0568, 20.2038
O, 7.1487, 6.097, 19.8173
O, -4.2531, 7.2553, 16.113
O, 2.9298, 3.4783, 11.089
O, 2.5626, 4.8754, 15.9345
O, 4.2645, 6.7206, 15.1454
O, 11.0508, 7.9777, 10.8685
O, 11.7964, 11.7508, 13.6755
O, 5.7334, 10.7155, 19.3639
O, -0.118, 8.4172, 17.7596
O, 2.6439, 7.1185, 11.2619
O, -0.4608, -1.4462, 13.4556
O, 1.9784, 24.203, 16.4166
O, 7.6907, 1.4158, 20.2412
O, 1.5214, 12.3991, 18.8631
O, -4.569, 5.0974, 14.6398
O, -3.7364, 1.0264, 9.4403
O, 9.7273, 9.3287, 19.9931
O, -5.9808, 8.0598, 10.7368
O, 0.9996, 9.7793, 15.6521
O, -1.1393, 2.5598, 13.5526
O, 3.7306, 9.1224, 18.5363
O, -0.5984, 7.6307, 15.3149
O, 8.733, 1.3467, 11.4895

Results
free energy: -129407.137 eV
free energy less fixed offsets of O -568.88, Si -635.61 eV per atom: 3.783 eV

Forces (eV/angstrom), in the order of the atoms: element, x, y, z
Si, -0.0037, -0.0036, -0.0013
Si, -0.0021, -0.0003, 0.0004
Si, 0.0019, -0.0055, -0.0012
Si, -0.0017, 0.0012, 0.0019
Si, -0.0062, 0.0088, 0.0033
Si, -0.0017, -0.0038, -0.0013
Si, 0.0032, 0.0086, 0.0025
Si, 0.0025, 0.0027, 0.0005
Si, 0.002, 0.0023, -0.0018
Si, 0.0024, -0.0018, -0.004
Si, 0.0026, 0.0002, -0.0024
Si, 0.0021, -0.0019, -0.0054
Si, -0.002, -0.0068, -0.0075
Si, -0.0011, 0.0002, -0.0014
Si, -0.0019, -0.0063, -0.0048
Si, -0.0011, -0.0008, -0.0015
Si, 0.0006, 0.0003, 0.0014
Si, -0.0003, 0.0001, 0.0043
Si, -0.0042, -0.0035, 0.0074
Si, -0.0011, 0.0008, 0.0011
Si, -0.0028, -0.0021, 0.0097
Si, 0.0005, 0.0009, 0.0013
Si, -0.0011, 0.002, 0.0029
Si, -0.0002, 0.0027, 0.0038
Si, 0.0209, 0.0154, -0.661
Si, 0.102, -0.0197, 0.8546
Si, 0.3105, -0.1769, 0.2401
Si, -0.1316, 0.0025, -0.3959
Si, 0.1428, 0.1506, 0.0508
Si, 0.0606, -0.0875, -0.3043
Si, 0.3283, -0.0356, -0.4752
Si, -0.2131, -0.1834, 0.6723
Si, -0.123, 0.0556, 0.0285
Si, 0.0015, -0.0985, 0.0256
Si, -0.0263, 0.099, 0.0258
Si, 0.1492, 0.0401, 0.0198
Si, -0.0731, -0.0549, -0.018
Si, -0.0428, 0.0288, 0.0049
Si, 0.0615, 0.059, 0.007
Si, -0.0423, 0.0892, 0.0145
Si, 0.0237, -0.0482, -0.0006
Si, -0.0304, 0.0361, -0.0467
Si, 0.0331, -0.041, 0.0127
Si, -0.0124, 0.0127, -0.012
Si, 0.0102, 0.0025, -0.041
Si, 0.0645, -0.0523, -0.0046
Si, -0.0615, 0.0204, -0.0159
Si, 0.094, -0.09, 0.0012
Si, 0.0382, -0.0229, 0.0331
Si, -0.041, 0.0556, 0.0094
Si, -0.0801, 0.042, -0.0184
Si, 0.054, -0.0335, 0.0203
Si, -0.0401, 0.0154, 0.0189
Si, 0.0284, 0.0129, 0.0381
Si, -0.0137, -0.0069, 0.0247
Si, -0.0662, 0.0979, -0.0256
Si, -0.0368, 0.0342, -0.0316
Si, 0.1852, 0.0381, -0.0309
Si, 0.0069, -0.0662, 0.0129
Si, -0.0521, -0.0176, 0.0002
Si, 0.1032, 0.0181, -0.0154
Si, -0.0108, 0.0246, 0.0028
Si, -0.1262, -0.0754, 0.0001
Si, 0.0319, -0.1458, -0.0316
Si, -0.0761, 0.2143, -0.5154
Si, -0.121, 0.1782, 0.5328
Si, 0.1404, -0.1118, -0.365
Si, 0.0438, 0.1043, 0.5698
Si, -0.1128, -0.0136, 0.3328
Si, -0.0643, -0.0005, -0.3296
Si, -0.0784, -0.0852, 0.4021
Si, -0.2668, 0.0626, -0.6032
Si, -0.0089, -0.0067, -0.0096
Si, 0.0055, 0.0005, -0.0051
Si, -0.0009, -0.0082, -0.0126
Si, 0.0048, 0.002, -0.003
Si, -0.0012, 0.0006, 0.0075
Si, -0.0056, 0.0063, -0.0032
Si, -0.0093, -0.0042, -0.0055
Si, -0.0085, -0.0038, 0.0063
Si, 0.005, 0.0127, 0.0085
Si, 0.0075, -0.0091, 0.0044
Si, 0.0019, -0.0006, 0.0012
Si, -0.0104, 0.031, 0.0264
Si, -0.0152, -0.0047, -0.0062
Si, 0.0009, 0.0015, 0.0142
Si, 0.0185, 0.0042, -0.015
Si, 0.0207, -0.0059, 0.0031
Si, 0.0011, -0.0013, -0.0035
Si, -0.0067, 0.0065, 0.0059
Si, 0.0069, 0.0001, 0.0074
Si, 0.0253, -0.031, 0.0385
Si, -0.0056, -0.0088, 0.0089
Si, 0.001, -0.002, 0.0237
Si, -0.0081, -0.0051, -0.0096
Si, -0.0053, 0.0106, 0.0093
O, -0.0006, 0.0048, 0.0013
O, 0.001, -0.0009, -0.0093
O, 0.0048, -0.0007, -0.0111
O, 0.0022, -0.0012, -0.0152
O, 0.0026, 0.0012, -0.0019
O, 0.0059, -0.0007, -0.0098
O, -0.0233, 0.0211, -0.0959
O, -0.0607, -0.0215, -0.0349
O, -0.0007, 0.0007, 0.0022
O, 0.0003, -0.0005, 0.0018
O, -0.0003, 0.0002, 0.0011
O, 0.0017, -0.0014, 0.0014
O, -0.0016, -0.0005, 0.0001
O, -0.0001, -0.0008, 0.0003
O, 0.0001, 0.0006, 0.0017
O, 0.0005, 0.0017, 0.001
Si, -0.0005, 0.0004, -0.0051
Si, -0.0011, -0.0003, -0.0049
Si, -0.0047, 0.0053, 0.0133
Si, -0.0007, -0.0001, -0.004
Si, -0.0006, -0.0003, -0.0034
Si, 0.0052, 0.007, 0.0181
Si, -0.0005, -0.0012, -0.003
Si, -0.0004, -0.0006, -0.004
Si, -0.0002, 0.0005, -0.0033
Si, 0.0001, -0.0006, -0.0043
Si, -0.0024, -0.0017, -0.0042
Si, 0.0084, -0.0042, 0.0142
Si, 0.0035, 0.0097, -0.004
Si, -0.0004, -0.0009, -0.0037
Si, -0.0006, 0.0001, -0.0044
Si, 0.0053, -0.0004, 0.0007
Si, -0.0005, 0.0001, -0.0031
Si, -0.0017, -0.0005, -0.0029
Si, -0.0046, 0.0015, -0.0024
Si, -0.0013, 0.0048, -0.0053
Si, 0.0009, -0.0001, -0.0044
Si, -0.0011, 0, -0.0033
Si, -0.0118, 0.0083, 0.0062
Si, 0.0406, 0.0636, 0.1326
Si, -0.009, -0.013, -0.005
Si, 0.0088, 0.027, -0.0029
Si, -0.0006, 0.0004, -0.0036
Si, -0.0009, -0.0001, -0.0039
Si, 0.0001, -0.0002, -0.0042
Si, -0.003, 0.0025, 0.0028
Si, 0.0061, -0.0096, 0.0048
Si, -0.0024, 0.0021, -0.0011
Si, 0.003, 0.0028, 0.0368
Si, -0.0011, 0.0007, -0.0045
Si, -0.0016, -0.0002, -0.0037
Si, -0.0012, -0.0007, -0.0033
O, -0.0078, -0.0009, -0.0032
O, 0.0075, -0.0134, -0.0032
O, -0.0004, -0.0002, 0.0012
O, -0.0009, -0.0012, 0.0016
O, 0.0006, -0.0007, 0.0029
O, -0.0008, 0.0006, 0.0018
O, 0.0031, 0.0069, 0.0012
O, -0.0006, -0.0011, 0.0001
O, -0.001, -0.0005, 0.0018
O, 0.0144, 0.0065, -0.0075
O, -0.0008, -0.0003, 0.001
O, -0.0244, 0.0052, 0.0264
O, -0.0004, 0.0002, 0.0015
O, -0.0024, 0.001, 0.0022
O, 0.0285, 0.0027, 0.0102
O, -0.002, -0.0038, -0.0018
O, -0.0007, 0, 0.0012
O, -0.0019, 0.0003, 0.002
O, -0.0055, 0.0216, -0.0099
O, 0.0061, -0.0048, 0.0019
O, -0.0004, -0.0004, 0.0013
O, -0.0001, -0.001, 0.0023
O, -0.0008, -0.0012, 0.0019
O, -0.0011, -0.0005, 0.0009
O, -0.0007, -0.0004, 0.0014
O, -0.0014, 0.0035, -0.0028
O, -0.0009, -0.0009, 0.0015
O, 0.0006, -0.0012, 0.0006
O, -0.0024, -0.0024, 0.0019
O, -0.0004, 0.0002, 0.0028
O, -0.0526, -0.0103, 0.0189
O, 0.0201, -0.1125, -0.1406
O, 0.0002, 0.0006, 0.002
O, -0.0008, -0.0003, 0.0011
O, -0.0014, -0.0011, -0.002
O, -0.0018, -0.0004, 0.002
O, -0.0029, 0.0013, 0.0015
O, -0.0013, 0, 0.0017
O, -0.001, -0.0001, 0.0015
O, 0.0004, -0.0023, -0.0083
O, -0.0009, -0.0009, 0.0014
O, -0.0016, -0.0005, 0.0006
O, 0.0002, -0.001, 0.0043
O, -0.0063, 0.0006, -0.0037
O, -0.0009, -0.0006, 0.001
O, -0.0027, -0.0006, 0.0027
O, -0.0055, 0.0151, -0.018
O, -0.001, 0, 0.0009
O, -0.0001, 0.0007, 0.0023
O, -0.0005, -0.0002, 0.0009
O, 0.0032, -0.0025, -0.0025
O, 0.002, 0.0018, 0.0038
O, 0.0002, -0.0012, 0.0025
O, -0.0006, -0.0001, 0.001
O, -0.0014, -0.0002, 0.0014
O, 0.0022, -0.0059, 0.0009
O, -0.0001, -0.0023, -0.0027
O, 0.0005, 0.0008, 0.002
O, -0.004, -0.0042, -0.0037
O, -0.0003, -0.0006, 0.0011
O, 0.0028, -0.0026, 0.0021
O, -0.001, -0.0004, 0.0011
O, 0.0014, 0.0014, 0.0035
O, -0.0006, -0.0124, -0.0073

The program warned: the cutoff lies below the one the program advises for these potential files; the exchange-correlation potential is rough where the density is thin.
